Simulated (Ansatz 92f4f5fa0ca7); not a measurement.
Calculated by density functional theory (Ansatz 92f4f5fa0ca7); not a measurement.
Periodic cell of 231 atoms, Si140O85As6, from a study of silicon, its oxide and their interface. The atomic structure is a simulated model.
Doubt: the cutoff is far below the 930 eV that the study's wrapper takes by default for these files, so forces and energies are approximate.

Settings: functional PBE; potential files Ansatz PAW; basis plane waves; wave-function cutoff 580 eV; density cutoff ratio 5; exchange-correlation grid ratio 1; k mesh 1 x 1 x 1, Gamma-centred; self-consistency stop 5e-08 eV per atom in the density residual; occupations fixed; spin none; net charge 0.

Cell vectors (angstrom)
a	11.6015	0	0
b	0	10.938	0
c	0	0	32.8628

Atoms and the computed forces on them: element, x, y, z (angstrom), force x, y, z (eV/angstrom)
Si	0.0199	-0.0341	24.3018	0.1768	-0.3945	0.0101
As	3.9059	-0.1984	24.0539	-0.0473	-0.273	0.1468
As	7.8988	-0.3048	24.0831	-0.2805	-0.3322	0.1622
Si	1.9944	1.2411	24.344	0.191	0.2017	-0.1988
Si	5.9661	1.0911	24.2384	0.1736	0.1781	-0.1154
Si	9.6802	1.29	24.2763	-0.1157	0.1684	-0.2688
Si	-0.2068	5.4267	24.1533	-0.3347	-0.3667	-0.1832
Si	3.789	5.3107	23.783	-0.15	-0.5488	-0.3655
Si	7.8016	5.5024	24.034	0.4622	-0.3295	-0.2026
Si	1.8209	6.6571	23.9954	-0.1812	0.5154	-0.1837
Si	5.7485	6.7443	23.7759	0.1196	0.5261	-0.3203
As	9.6335	7.0562	24.0659	0.0328	0.3837	0.0273
Si	1.9697	2.7441	26.1241	-0.1998	0.2356	0.0351
Si	5.82	2.7092	25.9821	0.0313	0.144	0.0042
Si	9.6135	2.6922	26.1439	0.2186	0.281	0.0207
Si	-0.0488	4.0532	26.0894	0.1971	-0.1064	0.0016
Si	3.8879	4.1356	25.9041	-0.001	-0.2166	0.3266
Si	7.7336	4.133	26.0174	-0.2589	-0.1293	0.0396
Si	1.9394	8.0475	26.013	0.0044	0.2576	0.1328
Si	5.7847	8.0377	25.9094	-0.0014	0.3015	0.2727
Si	9.6728	8.1394	26.1997	-0.0392	0.0724	0.0112
Si	0.0275	9.4966	26.176	-0.0935	-0.2532	-0.0221
Si	3.876	9.4787	26.0906	-0.0124	-0.1733	-0.1502
Si	7.7189	9.4698	26.1649	0.1713	-0.0906	-0.2067
Si	0.0166	-0.0098	28.0552	0.032	0.1319	-0.1112
Si	3.8738	-0.0276	28.0107	0.054	-0.0725	-0.006
Si	7.7035	-0.0129	28.0392	-0.072	-0.0619	-0.0718
Si	1.9526	1.3686	28.0442	0.022	-0.1218	-0.0289
Si	5.7889	1.3895	27.9904	-0.045	-0.1004	-0.0607
Si	9.6542	1.3336	28.062	-0.0288	-0.1623	-0.1119
Si	0.0105	5.4319	28.0227	0.0021	0.1002	0.0087
Si	3.8865	5.4188	27.9616	-0.0097	0.1384	-0.0443
Si	7.707	5.4342	28.0094	0.0343	0.1415	-0.0159
Si	1.9524	6.7971	28.0269	-0.0051	-0.1193	-0.0923
Si	5.7913	6.8287	27.9883	0.0198	-0.1323	-0.129
Si	9.6615	6.7572	28.0884	0.0318	0.069	-0.0899
Si	1.9336	2.7345	29.9635	0.0521	0.0071	0.1878
Si	5.8008	2.7345	29.9635	-0.04	-0.021	-0.0727
Si	9.6679	2.7345	29.9635	-0.0227	-0.0134	0.1258
Si	0	4.1018	29.9635	0.0638	-0.2122	-0.0213
Si	3.8672	4.1018	29.9635	0.0442	-0.0974	-0.2926
Si	7.7343	4.1018	29.9635	-0.0899	-0.1409	-0.1079
Si	1.9336	8.2035	29.9635	0.0613	-0.043	-0.1652
Si	5.8008	8.2035	29.9635	-0.0245	0.0077	-0.263
Si	9.6679	8.2035	29.9635	-0.0196	-0.0155	0.0176
Si	0	9.5708	29.9635	0.0206	-0.0799	0.1882
Si	3.8672	9.5708	29.9635	0.0335	-0.0298	0.013
Si	7.7343	9.5708	29.9635	-0.0789	-0.0377	0.1008
Si	0	0	31.8971	0.0147	-0.0328	0.0093
Si	3.8672	0	31.8971	-0.0139	0.0406	0.0258
Si	7.7343	0	31.8971	-0.0024	-0.0336	-0.0011
Si	1.9336	1.3673	31.8971	0.0116	-0.0852	0.0235
Si	5.8008	1.3673	31.8971	-0.0091	-0.0892	-0.0325
Si	9.6679	1.3673	31.8971	-0.0018	-0.0383	0.0175
Si	0	5.469	31.8971	0.0004	0.1511	0.0757
Si	3.8672	5.469	31.8971	0.0073	0.1228	-0.0298
Si	7.7343	5.469	31.8971	-0.0086	0.0633	0.0101
Si	1.9336	6.8362	31.8971	-0.006	-0.0312	-0.0383
Si	5.8008	6.8362	31.8971	-0.0036	-0.0929	-0.0784
Si	9.6679	6.8362	31.8971	0.007	-0.0044	0.0379
Si	1.9336	2.7345	0.9679	-0.0048	0.103	0.1219
Si	5.8008	2.7345	0.9679	-0.0033	0.1008	-0.043
Si	9.6679	2.7345	0.9679	0.0096	0.1247	-0.0568
Si	0	4.1018	0.9679	0.0427	-0.0537	0.4014
Si	3.8672	4.1018	0.9679	-0.0603	-0.0445	0.0458
Si	7.7343	4.1018	0.9679	0.0113	0.0095	0.0378
Si	1.9336	8.2035	0.9679	-0.012	0.0642	0.0269
Si	5.8008	8.2035	0.9679	-0.0884	0.1809	-0.0465
Si	9.6679	8.2035	0.9679	0.0988	0.0192	0.1978
Si	0	9.5708	0.9679	-0.0121	0.115	-0.1066
Si	3.8672	9.5708	0.9679	-0.0243	0.0783	-0.0013
Si	7.7343	9.5708	0.9679	0.0376	0.1029	-0.0306
Si	0.0022	0.0416	2.8705	-0.0403	0.0528	0.0828
Si	3.8513	0.0307	2.8969	-0.0146	0.1593	0.1289
Si	7.7453	0.0303	2.8822	0.04	0.1068	-0.0011
Si	1.9239	1.4274	2.9551	0.0269	-0.0264	0.0375
Si	5.7988	1.3988	2.9113	0.0292	-0.0892	-0.0073
Si	9.6801	1.4324	2.9258	-0.0506	-0.1436	-0.0408
Si	0.0247	5.4421	2.9892	0.0292	0.1163	0.1138
Si	3.8487	5.4739	2.9095	0.0334	-0.1082	0.0576
Si	7.722	5.5289	2.8716	-0.004	0.0909	0.0941
Si	1.9243	6.8411	2.9007	-0.0467	0.0465	0.0324
Si	5.765	6.8544	2.8897	0.0501	-0.129	0.0458
Si	9.7029	6.8356	2.9221	-0.0289	-0.0855	0.1626
Si	1.9393	2.7521	4.9791	0.0256	-0.0935	0.0663
Si	5.8299	2.7772	4.8514	-0.0116	0.1599	-0.1094
Si	9.6756	2.9555	4.7766	0.0919	0.1458	0.0002
Si	0.0503	4.2159	5.1107	-0.1519	-0.1016	-0.2498
Si	3.8665	4.1529	4.8943	0.1214	0.1534	0.236
Si	7.7224	4.2766	4.8625	-0.0507	-0.1758	-0.0521
Si	1.9106	8.2279	4.8185	-0.077	0.1064	0.2917
Si	5.7483	8.2229	4.8121	0.1183	0.1415	0.04
Si	9.7013	8.1894	4.8913	0.0028	0.2211	-0.1099
Si	-0.0095	9.6631	4.821	-0.06	-0.0845	-0.1578
Si	3.8368	9.6446	4.8574	0.0723	-0.2612	-0.1806
Si	7.7408	9.5058	4.7328	-0.0639	-0.1932	-0.0829
Si	-0.0756	0.2519	6.6571	0.1741	-0.226	0.1094
Si	3.8802	0.04	6.8189	-0.083	-0.1912	0.2477
Si	7.8549	0.0126	6.5225	0.2112	-0.2518	-0.0025
As	1.9626	1.5171	7.1173	-0.1232	0.1001	-0.1099
Si	5.9057	1.3078	6.7194	-0.0051	0.2644	0.0714
Si	9.5494	1.5952	6.6154	-0.192	0.2295	-0.1396
Si	0.0006	5.6339	7.1433	0.3459	-0.0121	0.4022
As	3.8259	5.4673	7.0074	0.1851	-0.5412	-0.1503
Si	7.7328	5.6453	6.861	-0.2057	-0.2918	0.0985
As	1.9496	7.0844	6.9787	-0.1273	0.3243	-0.1161
Si	5.7574	6.9425	6.8015	-0.1071	0.2673	-0.112
Si	9.6843	6.9964	6.9899	-0.0592	0.3276	0.2455
O	6.2755	2.3345	7.9943	-0.0865	-0.0119	-0.1029
O	11.1907	10.0931	7.8737	-0.0971	0.0345	0.0129
O	7.6218	4.656	8.2115	0.0841	0.1291	-0.2076
O	9.0303	2.3857	8.0252	0.0735	0.0666	-0.103
O	9.7022	7.9883	8.3769	-0.0128	-0.2908	-0.2627
O	3.8906	9.9252	8.1232	0.0241	0.0558	-0.0991
O	0.0202	5.0573	8.7657	-0.0484	0.1326	-0.5502
O	5.7996	8.0326	8.0858	0.0104	-0.0921	-0.116
O	8.368	10.185	7.9248	0.0047	-0.1811	0.1658
O	5.7808	7.8895	22.5202	-0.06	-0.4325	0.4692
O	2.5164	8.948	18.5628	0.09	-0.0533	0.091
O	3.6728	4.156	22.5081	0.1838	0.5373	0.4183
O	9.6225	2.179	22.861	-0.0889	0.0997	0.0809
O	1.9573	2.1595	22.9517	0.1329	0.0571	0.0129
O	0.0015	9.9011	22.9767	0.0079	0.0108	0.0973
O	1.655	7.7486	22.7291	0.094	-0.2818	0.3008
O	6.2542	1.7239	22.698	-0.1107	-0.0266	0.1016
O	-0.6242	4.4955	22.802	0.0847	0.0885	0.2197
Si	7.6384	-4.303	16.753	0.0047	0.0512	0.0523
Si	5.1155	5.196	12.544	0.1226	-0.1177	0.0632
Si	1.3258	13.1758	14.8092	-0.0846	-0.0349	0.0177
Si	0.0324	3.519	17.2441	-0.0035	-0.0907	0.0664
Si	4.5389	6.0317	16.9499	-0.0378	0.1331	-0.0168
Si	2.0788	9.8375	11.7895	-0.0103	0.1252	0.1257
Si	-0.4796	19.1473	14.8862	-0.038	0.097	0.0147
Si	5.7102	8.7463	21.1412	0.0381	0.0995	-0.4531
Si	9.7676	9.6158	8.5621	0.0264	0.3161	0.0656
Si	-5.4076	-0.7717	14.0927	0.1047	0.0753	-0.0528
Si	5.5763	1.0644	21.3484	0.1868	0.0998	-0.0671
Si	10.224	7.066	12.3282	-0.0885	0.0726	0.2077
Si	-6.7202	10.7939	11.275	-0.1082	0.1161	0.2759
Si	-1.9733	3.709	22.2626	0.1501	0.0205	-0.1409
Si	10.0152	2.4594	19.5118	0.1658	-0.2288	-0.2599
Si	-2.3922	9.6467	13.2122	0.0321	0.0737	0.1127
Si	-0.769	0.0216	11.1467	0.1643	0.0484	0.3799
Si	-4.8706	12.6957	15.8085	0.0691	-0.0777	-0.0517
Si	6.4256	2.602	11.3257	-0.157	0.0428	0.3182
Si	7.3093	12.0211	18.8217	0.2963	-0.0909	-0.1983
Si	13.2314	-0.9181	19.4077	-0.2115	0.0335	-0.2604
Si	10.7321	19.4723	19.5236	0.057	0.1598	-0.3038
Si	3.9435	8.1813	18.7187	-0.1392	0.0188	-0.2748
Si	8.3815	2.8429	13.7078	-0.0012	-0.0486	-0.0328
Si	-0.3449	2.7797	12.1754	-0.0565	-0.214	0.1838
Si	4.7305	8.8386	9.0259	-0.0588	0.0829	0.1406
Si	7.7463	8.9636	18.9001	0.1987	0.0867	-0.2566
Si	7.6302	3.0659	8.5658	0.0226	-0.2203	0.1991
Si	-3.7976	16.7743	13.7917	-0.0615	-0.0264	-0.0121
Si	11.9099	5.3966	10.3513	0.079	0.0885	0.3664
Si	1.8903	10.1813	14.9302	-0.0136	-0.1059	-0.1027
Si	4.4689	-2.2464	15.9397	-0.0235	-0.0082	-0.0141
Si	-8.5977	-3.9349	10.9048	0.0374	0.0622	0.3181
Si	10.4673	6.3002	17.3619	0.0674	0.0385	0.0036
Si	3.0095	13.7351	21.874	-0.3741	-0.2338	-0.2887
Si	0.7602	8.8729	21.9769	-0.0907	0.1899	-0.2156
Si	1.3627	13.0279	19.4582	-0.2362	-0.1471	-0.2662
Si	4.1959	14.6128	15.1893	0.0455	0.0677	-0.0674
O	0.8281	2.37	13.2523	0.0272	0.0292	-0.0397
O	7.6624	10.0083	13.4356	-0.0043	-0.0328	0.0057
O	-8.7473	13.7329	14.9387	-0.0055	-0.0208	0.0139
O	2.0217	10.2951	13.3291	0.0018	0.0171	-0.0213
O	1.356	11.6446	15.3962	0.0004	0.0334	0.0063
O	-3.7821	6.7829	15.1244	-0.0375	0.0272	-0.0003
O	-3.4024	1.9476	15.0684	-0.048	0.0713	0.0062
O	4.3871	19.3154	20.2598	0.0403	0.0248	0.2663
O	5.483	-1.2814	10.249	0.0522	-0.1149	-0.2529
O	3.3207	9.7873	15.5895	0.0027	-0.008	0.0223
O	11.6936	15.0516	11.3475	0.0069	0.1257	-0.1696
O	4.0278	-3.8225	15.812	0.0262	0.0096	0.0164
O	-7.1928	4.6395	13.8957	-0.0279	-0.0206	0.0538
O	-0.0185	16.0707	17.2786	-0.0186	0.0595	-0.017
O	-0.3879	8.1825	21.0402	-0.0272	-0.1001	0.1679
O	8.2899	4.5449	22.7268	-0.2558	0.1315	0.3005
O	5.4987	3.9248	11.5827	0.0532	-0.0284	-0.034
O	-1.743	2.945	13.0315	0.0733	0.0126	-0.0623
O	-6.0415	13.7573	15.4139	-0.0384	-0.0006	-0.016
O	10.0637	10.8885	12.5993	0.0435	0.0043	-0.1389
O	-7.6922	6.5681	18.3782	0.0557	-0.0025	0.0052
O	-4.6284	1.8249	17.4148	-0.0661	0.0508	0.0304
O	0.1018	9.7075	18.9118	-0.0004	-0.0698	0.0907
O	7.5312	2.9202	10.1821	0.1717	0.0191	-0.2481
O	9.633	3.6039	20.6214	-0.051	0.1044	0.2983
O	6.9386	8.3042	20.1507	-0.0883	-0.041	0.2462
O	7.1561	21.3688	18.55	-0.1003	0.014	0.0649
O	8.8168	1.3783	19.3679	-0.056	0.0625	0.0731
O	-0.4719	12.5605	11.014	-0.0671	0.0237	-0.0887
O	4.0993	6.1827	11.7738	-0.1339	0.1398	-0.1298
O	-2.4743	5.9989	12.8659	0.0732	0.0037	-0.0543
O	1.755	9.7356	21.0077	0.1122	0.0213	0.2338
O	5.1914	-0.4693	12.8447	-0.0111	-0.0023	-0.1147
O	2.0526	0.6354	19.1321	0.0806	-0.0239	0.1401
O	3.7273	7.6911	9.6164	0.0224	0.0165	-0.1142
O	5.4567	1.344	10.9329	0.036	-0.0699	-0.087
O	-0.2442	7.3621	13.4932	-0.0065	-0.0697	-0.1127
O	10.9119	6.561	10.9533	0.0089	-0.0471	-0.2296
O	4.0567	1.6325	21.4056	0.0238	-0.0243	0.0521
O	9.8469	10.2865	10.0497	-0.1713	-0.1639	-0.2449
O	7.8645	4.2872	14.2422	0.0059	-0.0112	0.0451
O	1.8428	16.8907	10.4704	-0.0852	-0.0586	-0.1884
O	-4.309	13.1567	12.6542	-0.0462	0.0197	-0.1246
O	4.8833	8.8725	17.5357	0.009	-0.0167	0.0716
O	-1.3418	3.0265	17.9903	-0.0307	0.0266	0.0594
O	3.2509	10.7314	11.0748	0.0426	-0.0267	-0.0719
O	-5.154	6.0793	12.914	0.0136	0.0154	0.0197
O	-0.9178	7.2345	16.0708	0.0001	-0.033	0.0107
O	6.1601	11.2714	15.2777	-0.0272	0.0104	0.0169
O	10.7785	7.1363	18.7101	-0.0028	-0.0624	0.0755
O	-2.6905	16.6944	17.3246	-0.0208	-0.007	0.0057
O	12.4541	9.003	15.3419	0.0037	0.0143	0.0119
O	5.6956	-0.5728	21.417	-0.0342	-0.0793	0.0041
O	9.3623	8.4392	12.119	0.0423	-0.0938	-0.1063
O	11.4343	1.7784	19.9895	-0.0014	0.0693	0.0401
O	6.1835	-4.9896	17.046	0.0255	-0.0441	0.0337
O	1.3104	13.8738	18.0665	0.0688	0.0381	0.0549
O	3.9582	4.5799	16.5347	-0.0422	-0.0356	0.0425
O	7.7227	8.077	17.5273	-0.0593	-0.0635	0.0354
O	9.2548	-1.775	19.4436	-0.0239	-0.0434	0.1056
O	0.6463	10.1433	11.0846	-0.0709	-0.0458	-0.0371
O	9.8803	9.2479	14.6427	0.0259	0.0008	-0.0374
O	-5.9058	-2.1086	14.8761	-0.0439	-0.0097	0.0518
O	2.1586	3.0545	20.4975	0.1675	0.1073	0.3563
O	0.2134	3.0462	15.699	0.0391	0.0117	-0.046
O	2.3773	8.2365	11.775	0.0577	-0.1481	-0.1357
O	6.2724	1.5936	19.9711	-0.2097	-0.0507	0.2777

Results
free energy: -166478.916 eV
free energy less fixed offsets of As -4856.12, O -568.88, Si -635.61 eV per atom: -1.996 eV

The program warned: the cutoff lies below the one the program advises for these potential files; the forces do not sum to zero within the program's tolerance; the exchange-correlation potential is rough where the density is thin.
